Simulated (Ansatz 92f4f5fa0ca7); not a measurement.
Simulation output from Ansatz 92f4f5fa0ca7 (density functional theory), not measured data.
Periodic cell of 178 atoms, Si99O79, from a study of silicon, its oxide and their interface. The atomic structure is a simulated model.

Settings
functional: r2SCAN
potential files: Ansatz norm-conserving
basis: plane waves
wave-function cutoff: 1300 eV
density cutoff ratio: 4
exchange-correlation grid ratio: 1
k mesh: 2 x 2 x 1, shifted by 0.5 0.5 0.5 of a step
self-consistency stop: 5e-08 eV per atom in the density residual
occupations: Fermi-Dirac, 0.05 eV
spin: none
net charge: 0

Cell vectors (angstrom)
a	11.5403	0	0
b	0	11.5403	0
c	-1.5017	2.6975	24.4746

Atoms and the computed forces on them: element, x, y, z (angstrom), force x, y, z (eV/angstrom)
Si	-0.383	7.0064	-0.6316	-0.8077	-0.3414	-0.2372
Si	9.0162	-0.2566	-1.871	0.3393	-0.0293	-0.2494
Si	9.2967	3.4718	1.3134	-0.5487	-0.181	0.2625
Si	3.2344	6.4554	0.0967	0.4459	-0.1213	-0.1608
Si	3.1863	-0.9525	-1.2189	-0.178	0.1156	0.0235
Si	3.3436	3.5692	-0.7299	0.1878	-0.0268	-0.6101
Si	7.8329	8.1038	0.4095	0.3252	-0.2489	-0.4254
Si	5.9814	-0.1707	-0.9311	-0.284	0.3886	-0.5097
Si	10.89	3.8093	-0.3653	0.0256	-0.0878	-0.2872
Si	1.7392	8.1066	-0.1931	0.354	0.4995	-0.37
Si	1.9215	-0.5375	1.4469	-0.0241	0.2265	-0.2155
Si	2.0199	3.1014	1.1559	-0.404	-0.3469	0.0643
Si	5.9923	7.0673	1.3468	-0.3152	0.0437	-0.4277
Si	6.4452	-0.878	1.2246	0.2773	-0.2522	0.2842
Si	6.7873	3.2478	1.3737	0.5601	0.316	0.1432
Si	9.8159	7.2217	1.2842	-0.0447	0.1769	-0.0961
Si	10.363	-0.3735	1.0994	0.2507	0.1082	-0.2874
Si	8.9493	8.2883	-2.4103	-0.2349	-0.0324	-0.1372
Si	2.0017	-2.6782	2.3031	-0.1513	0.3434	-0.3087
Si	2.284	1.3672	2.6591	-0.0282	-0.0596	0.0038
Si	2.2573	4.8981	2.6436	-0.0237	0.3376	0.0674
Si	5.8352	8.9332	2.7073	0.0513	-0.0152	0.4125
Si	6.364	1.2226	2.5298	-0.181	-0.0956	0.2402
Si	6.1385	5.1514	2.6981	-0.0443	-0.2154	0.1602
Si	9.9211	-2.3878	2.5392	0.2326	0.2551	0.1562
Si	9.9637	1.5117	2.5118	-0.0804	-0.2226	-0.2406
Si	9.8289	5.3114	2.6806	-0.0462	0.2249	0.0178
Si	0.2833	8.9218	3.9033	-0.2452	0.1674	-0.1027
Si	0.3221	1.3794	3.9179	-0.0326	-0.0079	0.2212
Si	0.2984	5.2459	3.9817	-0.0647	-0.1308	-0.0641
Si	3.8486	8.9208	3.8546	-0.0459	0.105	0.0087
Si	4.2897	1.3271	3.8543	0.0932	-0.1088	-0.1391
Si	4.133	5.0313	4.0683	0.3075	0.0631	-0.1443
Si	7.951	8.9648	3.9567	0.0256	0.0506	-0.1863
Si	8.1595	1.3052	4.0097	0.198	-0.04	0.0102
Si	8.0084	5.3012	4.1442	-0.004	-0.1121	-0.128
Si	0.2535	7.1336	5.4723	0.0504	0.0037	-0.1234
Si	0.3408	-0.6601	5.1937	0.126	-0.1455	0.0238
Si	0.3037	3.2612	5.2841	0.1722	-0.0079	-0.2081
Si	3.9782	7.0826	5.335	-0.0743	-0.0618	-0.0295
Si	4.1051	-0.6243	5.1488	-0.0567	-0.0468	0.1685
Si	4.2265	3.13	5.4091	-0.0817	0.082	0.025
Si	7.9859	7.1477	5.5706	0.0332	-0.013	0.0384
Si	8.0638	-0.6614	5.2626	-0.1927	-0.0587	0.0005
Si	8.1275	3.2795	5.3448	-0.0145	0.0525	-0.0061
Si	2.1614	7.0865	6.9132	-0.0926	0.1818	0.0446
Si	2.2482	-0.6136	6.6028	-0.1616	0.1723	0.0015
Si	2.1756	3.2427	6.6898	-0.0648	0.0541	-0.0716
Si	5.8838	7.2023	6.7057	-0.0648	0.1094	-0.0961
Si	6.0746	-0.5561	6.4895	0.0693	0.0905	-0.2944
Si	6.2115	3.2349	6.6655	-0.0169	0.0763	-0.1011
Si	9.9629	7.0303	7.0141	-0.0244	-0.0628	-0.0551
Si	9.977	-0.8439	6.5742	0.1838	-0.0732	-0.2031
Si	10.0387	3.2262	6.7419	0.0088	0.1167	-0.0162
Si	2.1145	1.2989	7.9891	0.057	-0.2947	0.0359
Si	1.6687	5.0776	8.1562	0.7371	-0.2141	0.3649
Si	2.2784	9.1525	8.213	0.228	0.0917	-0.0268
Si	6.2132	1.3057	7.9487	0.2314	-0.2857	-0.0136
Si	5.7102	5.1536	7.8942	0.4202	0.0725	0.3491
Si	6.0938	9.2347	7.9869	-0.2451	-0.023	0.1451
Si	11.7374	0.6545	9.2616	-0.2587	0.6983	0.0635
Si	10.6066	4.9985	8.2417	-0.3238	0.1366	-0.0905
Si	9.9657	9.0362	8.3363	0.1042	0.2786	-0.0458
Si	9.9946	1.1168	7.76	0.0453	-0.2561	-0.0964
Si	9.5879	4.3997	10.3982	0.1927	0.1193	0.1803
Si	11.9338	9.839	9.4695	0.1659	-0.6919	0.2934
Si	4.1801	1.2328	9.0712	-0.0361	0.0252	0.9992
Si	4.2526	4.2799	9.6318	-0.2051	-0.3862	0.2029
Si	4.3181	9.7299	9.495	0.334	0.2584	0.447
Si	8.1918	0.7218	9.2004	-0.1004	0.3376	-0.0198
Si	9.5691	2.0212	10.726	-0.2593	-0.306	0.1284
Si	7.9519	9.8608	9.3478	-0.2155	-0.3764	0.5311
Si	7.0877	8.6689	14.4652	0.0867	0.0027	0.2014
Si	9.2115	4.8325	21.4041	0.1347	0.0015	-0.3147
Si	10.0261	7.6981	14.1277	-0.1917	-0.115	0.1339
Si	5.1526	7.1228	21.2778	0.103	0.0884	-0.1176
Si	12.2555	3.2298	14.1147	0.2553	0.1436	0.0572
Si	5.1708	9.8618	20.5316	0.0005	0.0187	-0.0795
Si	10.9111	9.4823	16.278	-0.1755	-0.0682	0.1004
Si	4.1169	5.6556	23.8415	-0.0007	-0.0516	-0.4725
Si	4.2648	2.1602	17.4574	0.0575	-0.0321	-0.0857
Si	7.3873	6.0937	19.4542	0.2325	0.0212	0.0223
Si	6.7138	4.0718	17.5009	0.019	-0.0526	0.0577
Si	9.5611	1.7352	13.6983	-0.0322	0.0056	0.1604
Si	1.8127	10.0399	14.8019	0.1549	0.1446	0.021
Si	3.2042	11.7292	19.3476	0.0483	-0.1468	0.0322
Si	6.7154	5.5579	10.5692	0.1509	-0.1284	0.2316
Si	8.5528	11.1445	15.5537	-0.2069	-0.1663	0.1287
Si	11.5187	5.7133	12.5928	0.0264	0.0125	0.3863
Si	6.2858	6.8108	16.9067	0.0065	0.2075	-0.0147
Si	1.8909	9.3593	17.6693	0.1458	-0.1009	0.1919
Si	11.7784	2.4476	16.7899	0.0062	0.0662	0.2974
Si	1.9555	2.8876	19.1678	-0.1411	0.0427	0.0099
Si	4.078	7.7274	18.7683	-0.0232	0.0455	-0.1582
Si	6.2615	8.5312	11.5515	-0.0888	0.2432	0.1496
Si	2.4959	1.3313	15.1991	0.173	-0.0454	-0.0813
Si	0.7563	4.214	21.5735	-0.176	-0.2939	-0.2871
Si	8.769	2.2567	16.326	-0.1031	0.1204	0.2265
Si	12.2349	8.566	12.4158	-0.0838	-0.1204	0.325
O	4.7964	6.9279	0.1987	-0.2423	-0.1824	0.2456
O	11.9831	-0.3619	0.681	0.0183	-0.274	0.5092
O	9.6611	-0.1593	-0.3818	-0.0422	-0.1388	0.1959
O	-0.1757	5.3579	-0.6463	0.1623	0.0774	-0.0616
O	4.7682	-1.0463	-1.6277	0.0789	0.1501	-0.0079
O	3.1626	-0.4674	0.3399	-0.3674	-0.2133	-0.009
O	0.5195	2.9745	0.4248	0.2834	0.4339	-0.152
O	7.3881	-0.1146	-1.7884	-0.2736	-0.1061	0.2452
O	9.6826	0.8949	-2.8196	-0.0769	-0.0672	0.2838
O	2.6792	6.111	1.5964	0.0351	-0.1758	0.0545
O	2.7109	4.8809	9.5123	-0.2952	-0.029	-0.3895
O	6.9309	5.6316	8.9576	-0.2609	-0.068	0.0723
O	6.6314	6.8647	20.6578	-0.1838	-0.0801	-0.0791
O	8.4346	7.8831	14.0274	0.0921	0.1558	0.0102
O	11.8029	9.2502	17.6196	0.1715	0.1047	-0.3354
O	0.8656	2.838	22.4061	0.2784	-0.0588	0.0899
O	10.5897	3.1311	-1.8013	0.217	-0.0052	0.155
O	10.539	8.0271	15.6376	0.0396	0.2752	-0.2415
O	2.3624	-2.3537	-1.3154	-0.1666	0.0454	0.4497
O	2.4844	9.3651	16.1358	-0.3351	0.1728	0.0085
O	1.3056	1.292	16.3365	0.0442	0.1484	-0.1923
O	3.144	5.1936	-0.9402	0.0393	-0.1287	0.2946
O	2.234	1.4107	19.8436	0.1842	0.1388	-0.2115
O	5.0082	6.2005	22.5709	-0.3543	-0.0423	0.3269
O	7.8284	8.0987	-1.2368	0.2634	0.2438	0.1839
O	6.6728	10.4844	20.7065	-0.0565	0.024	0.3233
O	4.9712	9.0785	19.0978	-0.176	-0.1142	0.2476
O	2.6052	11.4204	14.4899	-0.2362	-0.0198	0.2398
O	11.9115	3.6361	15.6731	0.022	-0.3967	-0.2167
O	12.4387	4.5468	13.2188	-0.2758	-0.0149	-0.0877
O	9.3902	0.2217	14.2869	-0.0637	0.2031	0.1234
O	11.1456	1.439	10.6383	-0.4039	-0.142	-0.2154
O	3.9916	10.9965	20.578	0.1121	-0.0668	-0.1911
O	3.2088	3.1955	18.1654	-0.0883	-0.3343	0.0363
O	4.2236	-0.1899	9.9754	-0.0555	-0.3744	-0.7269
O	12.471	6.9655	12.1728	-0.2248	0.1035	0.0009
O	5.2465	4.8476	10.8341	0.2676	0.0724	-0.3202
O	4.1858	2.647	9.9616	-0.0259	0.5126	-0.4245
O	10.2703	1.8885	16.8259	-0.079	0.0792	-0.2166
O	4.3459	0.8136	18.3638	-0.342	0.1723	0.0312
O	6.6216	4.7179	18.9963	0.1161	0.1741	-0.2453
O	12.2555	9.3831	11.0401	-0.0943	0.1777	-0.3749
O	10.4429	6.1818	13.7357	0.2357	0.172	-0.3182
O	2.2906	10.6753	18.5234	0.0963	-0.0031	-0.0764
O	5.6913	2.857	17.3693	-0.0166	0.122	-0.0061
O	7.8295	9.7314	0.8357	-0.3793	-0.051	-0.027
O	6.421	7.8293	15.6749	0.0921	-0.0274	-0.0544
O	8.9183	1.7926	12.2222	0.4863	0.1054	0.0276
O	4.8185	8.9042	10.8603	0.0108	0.1459	-0.2606
O	8.1824	3.4334	17.2502	-0.1182	-0.1208	-0.1651
O	6.1371	8.7744	13.1596	0.1378	-0.0652	-0.3361
O	6.6502	6.9804	11.3139	0.0152	-0.1288	-0.1937
O	-1.26	7.4261	-2.0054	0.368	0.038	0.5279
O	4.7928	6.9977	17.5211	0.096	0.0249	0.1772
O	8.8082	2.7321	14.7574	0.1778	-0.3321	0.0736
O	9.3709	-1.6903	-2.5687	-0.2268	-0.0071	0.3313
O	8.0884	4.7732	11.0111	-0.0095	0.2264	-0.1641
O	7.9227	0.8541	16.3954	0.3787	0.0991	-0.2515
O	2.7246	2.8164	-2.0666	0.0918	0.2336	0.5161
O	12.1259	2.9084	18.2939	0.2667	-0.1328	-0.1739
O	5.3815	1.3522	-0.8517	0.3283	-0.2908	-0.1079
O	7.4161	7.0367	18.1028	-0.353	-0.3166	0.0233
O	3.8665	1.7574	15.9374	-0.2435	-0.028	0.1707
O	7.3862	10.1689	15.0088	0.2074	-0.0822	-0.0482
O	4.9849	8.7022	21.6751	0.0174	-0.1614	-0.2579
O	1.8208	9.1083	13.4726	-0.2652	0.0098	-0.1002
O	10.7301	5.1459	11.3138	-0.3102	-0.1598	0.0378
O	8.8307	5.6588	20.0446	-0.2712	-0.1046	0.2186
O	6.4314	5.2611	16.4166	0.038	-0.0071	0.3342
O	2.1384	2.4436	14.0723	-0.3491	-0.1097	0.3339
O	11.1082	2.2152	13.5708	-0.074	0.0521	0.1196
O	4.0674	6.7844	20.1019	0.2329	0.265	0.0465
O	2.5398	8.0723	18.41	0.1591	0.2073	-0.0841
O	7.4828	9.42	10.9086	-0.0477	0.0336	-0.4221
O	-0.8065	4.3427	21.1592	0.1289	0.1256	0.2654
O	10.7381	8.7047	13.0621	0.2277	-0.1351	0.0125
O	9.5417	10.3	16.5357	0.1344	0.0276	-0.2595
O	11.8046	10.3344	15.2134	0.1667	-0.2005	0.0553
O	1.7377	4.0363	20.2816	-0.0725	-0.1049	0.1855

Results
free energy: -48315.653 eV
free energy less fixed offsets of O -463.61, Si -117.95 eV per atom: -13.413 eV
pressure: -1.78 GPa
stress xx, yy, zz, yz, xz, xy (GPa, positive in tension): 2.25, 1.46, 1.62, -0.15, 0.18, 0.41
